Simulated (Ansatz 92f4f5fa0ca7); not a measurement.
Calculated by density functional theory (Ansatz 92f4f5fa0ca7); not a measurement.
Periodic cell of 237 atoms, Si146O90P1, from a study of silicon, its oxide and their interface. The atomic structure is a simulated model.
Doubt: the cutoff is far below the 930 eV that the study's wrapper takes by default for these files, so forces and energies are approximate.
This geometry differs little from another in the collection (a relaxation step or a small displacement).

Settings: functional PBE; potential files Ansatz PAW; basis plane waves; wave-function cutoff 580 eV; density cutoff ratio 5; exchange-correlation grid ratio 1; k mesh 1 x 1 x 1, Gamma-centred; self-consistency stop 5e-08 eV per atom in the density residual; occupations fixed; spin none; net charge +1 e, with a uniform compensating background and no finite-size correction.

Cell vectors (angstrom)
a, 11.6015, 0, 0
b, 0, 10.938, 0
c, 0, 0, 32.0622

Atoms and the computed forces on them: element, x, y, z (angstrom), force x, y, z (eV/angstrom)
Si, -0.1901, -0.0537, 23.2628, -0.0044, -0.0042, 0.0141
Si, 3.6645, 0.2096, 23.0919, 0.0071, -0.0068, 0.0105
Si, 7.5497, -0.111, 23.4618, 0.0052, 0.0077, 0.0109
Si, 1.6876, 1.3876, 23.4116, -0.0026, 0.001, 0.0085
Si, 5.7292, 1.4058, 23.1692, -0.0049, -0.0027, 0.0002
Si, 9.4448, 1.2317, 23.3421, 0.0102, -0.001, 0.0078
Si, 0.1411, 5.2983, 23.4781, 0.0021, -0.0057, 0.0167
Si, 4.1349, 5.2825, 23.417, 0.0033, -0.0034, 0.0102
Si, 8.0362, 5.6195, 23.5366, -0.0043, -0.0053, 0.006
Si, 2.1534, 6.5535, 23.3734, -0.0015, 0.0015, -0.0003
Si, 5.9727, 6.7743, 23.4889, -0.003, 0.0003, 0.0137
Si, 10.0088, 6.8814, 23.5989, -0.0029, 0.01, 0.0025
Si, 1.9016, 2.6567, 25.3897, 0.0083, -0.0035, 0.0015
Si, 5.8572, 2.6462, 25.2366, 0.0049, -0.0015, 0.0051
Si, 9.6059, 2.6771, 25.2522, -0.009, -0.0016, 0.0025
Si, 11.5859, 3.9854, 25.4059, 0.002, 0.0008, -0.0045
Si, 3.9008, 3.9506, 25.3428, -0.0041, 0.0022, -0.0043
Si, 7.7437, 4.1098, 25.3427, 0.0096, 0.0023, -0.002
Si, 1.9714, 8.1462, 25.1762, -0.0007, 0.0053, 0.001
Si, 5.7677, 8.1814, 25.3808, 0.0139, 0.0113, -0.0006
Si, 9.7165, 8.2704, 25.4517, 0.016, 0.0069, 0.0009
Si, 11.6422, 9.5676, 25.2515, -0.0055, -0.0025, -0.0045
Si, 3.86, 9.5938, 25.0591, -0.0012, -0.0046, -0.0011
Si, 7.6935, 9.536, 25.4335, -0.024, -0.0058, 0.0033
Si, 11.6431, -0.0296, 27.2082, -0.0012, -0.007, 0.0028
Si, 3.9053, -0.072, 27.1153, -0.0048, -0.0055, 0.0009
P, 7.7553, -0.0256, 27.2992, 0.0071, 0.0024, -0.0083
Si, 1.9843, 1.3152, 27.2908, -0.0009, 0.0063, 0.0013
Si, 5.8383, 1.3205, 27.1967, 0.0025, 0.0035, -0.0035
Si, 9.6805, 1.3309, 27.2107, -0.0013, 0.0069, 0.0014
Si, 11.5885, 5.4662, 27.238, 0.0015, -0.0003, 0.003
Si, 3.8448, 5.4181, 27.2166, 0.0018, -0.0023, 0.0015
Si, 7.7124, 5.4646, 27.2728, -0.0044, -0.0039, 0.003
Si, 1.9341, 6.8211, 27.1609, 0.0007, 0.0025, -0.0021
Si, 5.7576, 6.7953, 27.2762, 0.0033, 0.0019, 0.0025
Si, 9.654, 6.8144, 27.2963, -0.003, 0.0043, 0.0008
Si, 1.9453, 2.7173, 29.1928, 0.0004, -0.0039, -0.0019
Si, 5.8146, 2.7154, 29.1364, -0.0007, 0.0016, 0.005
Si, 9.6629, 2.722, 29.1567, -0.0006, -0.0015, 0.0006
Si, 0.0093, 4.0866, 29.1548, -0.0011, 0.001, 0.0024
Si, 3.8706, 4.082, 29.164, -0.0003, 0.0006, -0.0016
Si, 7.7344, 4.0988, 29.1934, 0.0015, 0.0007, -0.0054
Si, 1.9393, 8.1811, 29.1119, 0.0017, -0.0015, 0.0006
Si, 5.7867, 8.1905, 29.1758, 0.0013, -0.0029, -0.0018
Si, 9.6781, 8.1981, 29.2047, 0.0011, -0.0018, 0.0011
Si, 0.0104, 9.5577, 29.156, 0.0009, 0.0051, -0.0044
Si, 3.8675, 9.5603, 29.1127, -0.0015, 0.0033, -0.0018
Si, 7.7337, 9.5543, 29.2086, -0.0026, -0.0024, 0.0042
Si, 0.0041, -0.0005, 31.0976, 0.0002, -0.0013, 0.0006
Si, 3.857, 0.0045, 31.0663, -0.0005, 0, -0.0008
Si, 7.7292, 0.0289, 31.112, 0.0009, 0.0011, -0.0004
Si, 1.9292, 1.373, 31.1272, -0.0007, 0.0015, -0.0008
Si, 5.7883, 1.3726, 31.0762, -0.0003, -0.0001, -0.003
Si, 9.6742, 1.3672, 31.1021, 0, 0.001, -0.0021
Si, -0.0002, 5.4684, 31.0857, 0.0003, -0.0008, -0.0004
Si, 3.8792, 5.4752, 31.0928, 0.0012, -0.0006, 0.0003
Si, 7.7403, 5.4724, 31.1322, -0.0005, -0.0011, 0.0006
Si, 1.9384, 6.8344, 31.0625, -0.0002, 0, -0.0024
Si, 5.8121, 6.8434, 31.1209, -0.0011, 0.0015, -0.0016
Si, 9.6698, 6.8396, 31.1466, 0.0015, 0.0005, -0.001
Si, 1.9305, 2.7622, 0.9903, -0.0002, -0.0007, -0.0011
Si, 5.7952, 2.7573, 0.9361, -0.0001, 0.0006, -0.0027
Si, 9.6662, 2.7434, 0.9769, 0.0007, 0, -0.0013
Si, -0.0149, 4.1183, 0.9618, -0.0002, 0.0007, -0.0003
Si, 3.8673, 4.1267, 0.9784, 0.0006, 0.0007, -0.0006
Si, 7.7387, 4.1153, 1.0048, -0.0001, 0.0005, 0.0001
Si, 1.9304, 8.2115, 0.9398, 0, 0, 0.0002
Si, 5.7939, 8.2322, 0.9717, 0.0003, -0.0008, -0.0016
Si, 9.6702, 8.226, 1.0112, -0.0006, -0.0002, -0.0005
Si, 0.0009, 9.5911, 0.9863, -0.0004, 0.0014, -0.0006
Si, 3.8565, 9.5923, 0.961, -0.0001, 0.0004, -0.0003
Si, 7.7365, 9.578, 0.9758, 0.0008, -0.0003, 0.0001
Si, 11.6123, 0.0406, 2.9232, 0.0003, 0, 0.0004
Si, 3.853, 0.0287, 2.9142, 0.0018, -0.0006, -0.0008
Si, 7.7409, 0.0305, 2.8947, 0.0006, 0.0002, -0.0004
Si, 1.9346, 1.4126, 2.932, -0.001, -0.0004, 0.0012
Si, 5.8097, 1.3707, 2.8366, -0.001, -0.0005, 0.0006
Si, 9.6626, 1.3905, 2.9239, -0.0002, -0.0006, -0.0003
Si, 11.5648, 5.5111, 2.872, 0.0011, 0.0001, -0.001
Si, 3.8775, 5.5042, 2.9151, -0.0009, -0.0012, 0
Si, 7.7369, 5.5215, 2.9275, 0.0008, 0.0013, 0.0008
Si, 1.9137, 6.8285, 2.8594, 0.0003, -0.0003, -0.0001
Si, 5.809, 6.8682, 2.8927, 0.0006, -0.0006, 0.0001
Si, 9.6595, 6.9075, 2.9779, -0.0016, -0.0002, 0.0014
Si, 1.9123, 2.8404, 4.8294, -0.0004, 0, -0.0001
Si, 5.8367, 2.7286, 4.7473, 0.0001, 0, 0.0002
Si, 9.5976, 2.8033, 4.835, 0.0014, 0.0005, 0.0013
Si, 11.5408, 4.1403, 4.7807, -0.0037, 0.0003, 0.0013
Si, 3.9191, 4.103, 4.826, -0.0001, -0.0005, 0.0017
Si, 7.716, 4.2107, 4.8891, -0.0024, -0.0008, 0.0004
Si, 1.8871, 8.1537, 4.8013, 0.0015, 0.0007, -0.0008
Si, 5.8077, 8.2681, 4.7899, 0.0011, 0.0007, -0.0007
Si, 9.6617, 8.3314, 4.915, -0.0005, 0.0006, 0.0012
Si, 11.6342, 9.6608, 4.8889, 0.0004, 0.0002, 0.0024
Si, 3.8164, 9.4929, 4.7888, -0.0013, -0.0007, 0.0018
Si, 7.7212, 9.685, 4.8835, 0.0005, -0.002, 0.0022
Si, 11.5949, 0.2389, 6.7808, 0.0008, 0.0006, -0.0052
Si, 3.7501, -0.0479, 6.6591, 0.0049, 0.0014, -0.0088
Si, 7.7112, 0.0619, 6.9128, 0.0008, 0.0012, -0.0032
Si, 2.0467, 1.5103, 6.7664, -0.0009, 0.0007, -0.0034
Si, 5.7101, 1.2787, 6.6261, -0.0036, 0.0009, -0.0039
Si, 9.6431, 1.5254, 6.8334, 0.0007, 0.0003, -0.0073
Si, 11.5242, 5.5035, 6.7014, 0.0025, -0.0023, -0.007
Si, 3.9818, 5.4376, 6.7946, 0.0017, -0.0008, -0.0036
Si, 7.7373, 5.6762, 6.8357, 0.0031, 0.0004, -0.0048
Si, 1.9742, 6.6455, 6.6542, -0.0007, -0.001, -0.0074
Si, 5.8116, 6.9809, 6.7495, -0.0019, 0.0001, -0.0056
Si, 9.7547, 7.0448, 6.9186, -0.0026, 0.0008, -0.0041
O, 9.9995, 7.9733, 8.3029, 0.0048, 0.0091, 0.0049
O, 7.6618, 9.9334, 8.2135, -0.0059, -0.0111, 0.005
O, 7.4009, 4.7382, 8.1675, -0.0007, -0.0048, 0.0097
O, 3.3661, 10.3521, 8.2043, -0.0017, -0.007, 0.0122
O, 2.0331, 7.5598, 8.0222, -0.0009, 0.0071, 0.0115
O, 4.0019, 4.5918, 8.2473, 0.0001, -0.0054, 0.0016
O, 9.7737, 2.4545, 8.216, 0.0033, 0.0122, 0.0059
O, 2.614, 2.3469, 8.1212, 0.0066, 0.005, 0.0026
O, 11.385, 4.5715, 8.0636, -0.0055, -0.009, 0.0067
O, 5.3589, 2.3802, 7.8106, -0.0047, 0.0076, 0.0035
O, 5.8122, 7.9877, 8.0816, 0.0037, 0.0088, 0.0049
O, 11.3032, 10.3175, 8.152, -0.0079, -0.0118, 0.0071
O, 11.2841, 10.102, 21.7903, -0.0025, -0.0125, -0.0104
O, 3.2207, 10.7218, 21.5233, 0.0031, -0.0048, -0.0137
O, 5.7573, 7.7513, 22.1599, 0.006, 0.013, -0.009
O, 4.2475, 4.4537, 21.965, 0.0023, -0.0112, -0.0137
O, 7.6715, 9.6345, 22.2802, -0.0095, -0.011, -0.0113
O, 10.3796, 7.6818, 22.1987, 0.009, 0.008, -0.0064
O, 1.6193, 2.4248, 22.1212, -0.0059, 0.012, -0.0082
O, 5.9534, 2.439, 21.8743, 0.0011, 0.0056, -0.0055
O, 8.4323, 4.6945, 22.2183, 0.0011, -0.0066, -0.0125
O, -0.1012, 4.4411, 22.0602, 0.002, -0.0187, -0.0102
O, 2.3351, 7.2878, 21.9109, -0.0041, 0.0033, -0.0326
O, 9.1227, 1.8837, 21.8547, -0.002, 0.0055, -0.0148
Si, 1.9157, 7.7882, 9.6092, 0.0017, 0.0043, -0.0015
Si, 5.049, 0.5691, 17.6835, -0.004, 0.0006, -0.0019
Si, 2.4858, 5.4118, 14.016, -0.0021, 0.0002, 0.0042
Si, 10.5505, 3.8634, 14.0369, 0.0009, 0.0014, 0.0003
Si, 8.2719, 2.3834, 15.2516, -0.0011, -0.0032, 0.0015
Si, 9.5553, 2.2488, 20.3253, 0.0007, 0.0078, 0.0077
Si, 10.5069, 3.651, 9.0763, -0.0019, -0.0014, -0.0063
Si, 0.0343, 2.3147, 11.5634, -0.002, 0.0042, 0.0031
Si, 11.0255, 8.1308, 15.3929, -0.003, -0.0002, 0.0004
Si, 5.1602, 6.9278, 13.9925, 0.0024, -0.0006, 0.0016
Si, 5.7563, 2.6149, 11.1202, -0.0009, 0.0043, 0.0016
Si, 8.5864, 7.6822, 19.3983, 0.0005, -0.0021, 0.0019
Si, 8.1231, 4.8508, 20.6255, -0.002, -0.0024, 0.0045
Si, 5.9225, 9.5788, 15.197, 0.0005, 0.0017, 0.0028
Si, 2.1359, 7.6193, 20.3305, 0.0032, 0.0122, 0.0106
Si, 1.9135, 4.894, 18.7705, 0.0039, -0.0061, 0.0089
Si, 4.4852, 3.4311, 18.0103, -0.0022, 0.0011, 0.0041
Si, 8.5085, 8.924, 16.8182, -0.001, -0.0023, 0.0009
Si, 0.8316, 9.4801, 13.2989, -0.0002, 0.0011, 0.0036
Si, 9.9111, 10.6528, 11.7256, 0.0013, -0.0026, 0.0024
Si, 5.3562, 3.7094, 21.006, -0.004, 0.0045, 0.0151
Si, 0.5747, 5.5135, 16.2513, -0.0004, -0.0012, 0.0009
Si, 10.7821, 9.1529, 9.1524, 0.0013, -0.0006, -0.0065
Si, 6.5654, 8.8917, 21.3186, 0.0015, -0.0002, 0.0119
Si, 7.1127, 7.1121, 11.489, 0.001, 0.0014, 0.0011
Si, 2.6742, 0.7349, 12.2165, 0.0021, -0.0023, 0.0016
Si, 10.9197, 8.6894, 21.0363, -0.0022, 0.0044, 0.0091
Si, 6.0291, 4.3213, 15.6347, -0.0024, -0.0006, 0.0021
Si, 7.0819, 0.4846, 12.9736, 0.0002, 0.0016, 0.0052
Si, 4.0604, 2.9849, 8.5968, -0.0013, -0.0022, -0.0057
Si, 0.8766, 6.7425, 11.8952, 0.0018, 0.0005, 0.0027
Si, 6.568, 9.0525, 9.0757, 0.001, 0.0025, -0.0053
Si, 0.6606, 3.3041, 21.1466, -0.0007, 0.0029, 0.0052
Si, 9.7963, 6.5145, 12.8862, -0.0023, 0.0015, 0.0057
Si, 7.7164, 4.5394, 9.755, 0.0034, -0.0014, -0.0022
Si, 4.0085, 10.0677, 20.2306, -0.0033, -0.0042, 0.0122
Si, 4.2603, 3.0341, 13.5273, 0.0027, -0.0002, 0.0048
Si, 3.8533, 10.0151, 9.7354, -0.0002, -0.0028, -0.0028
Si, 8.0631, 0.7769, 18.0218, 0.0034, -0.0002, -0.0026
O, 11.503, 3.2324, 12.8903, -0.003, 0.003, 0.0003
O, 9.342, 4.4775, 9.8804, -0.002, 0.0018, -0.0025
O, 8.8236, 3.6193, 19.8542, 0.0033, -0.0044, 0.0036
O, 4.066, -0.0876, 18.8164, 0.0049, 0.0052, -0.0049
O, 11.31, 4.5322, 15.3044, -0.0028, -0.0011, 0.0004
O, 9.8515, 9.7928, 10.3282, -0.0036, 0.0053, 0.0044
O, 3.7707, 1.5286, 13.1339, 0.0007, 0.0025, -0.0016
O, 0.6537, 9.0566, 14.8647, 0.0015, 0.0003, 0.0008
O, 6.483, 0.9763, 18.38, -0.0009, 0.0003, 0.0039
O, 4.7448, 3.1705, 19.6107, -0.0064, -0.0031, -0.011
O, 6.2525, 1.1768, 11.7392, 0.0023, -0.004, -0.0024
O, 0.5484, 8.6425, 9.8648, 0.0037, -0.0008, -0.0035
O, 5.6303, 4.3118, 17.2319, 0.0016, 0.0007, -0.0011
O, 8.442, 7.2149, 12.3937, 0.0019, 0.0002, -0.002
O, 4.4124, 2.6358, 10.1542, 0.0054, -0.0014, 0.0041
O, 2.0637, 5.6281, 15.5752, -0.0007, -0.0027, -0.0026
O, 3.3736, 0.0664, 10.9128, -0.0048, 0.0061, 0.0025
O, 5.884, 7.2153, 12.5521, -0.0027, -0.0005, -0.0004
O, 2.3091, 6.3674, 19.3281, -0.0022, -0.0087, 0.0009
O, 0.6342, 4.927, 17.7702, -0.0038, 0.0024, -0.0025
O, 8.4166, 10.6923, 12.3752, -0.0045, 0.0023, -0.0017
O, 5.4728, 10.0854, 9.6844, -0.0034, 0.0013, -0.0034
O, 0.6344, 8.2236, 20.2059, 0.009, -0.004, 0.0054
O, 9.7555, 2.6035, 14.6664, -0.0046, 0, -0.002
O, 2.0022, 10.5908, 13.2221, -0.0017, -0.0014, -0.0008
O, 9.9506, 9.0994, 16.1115, 0.0039, -0.0006, 0.0017
O, 6.1479, 10.3426, 13.7697, 0.0003, -0.0007, -0.0027
O, 7.4445, 1.5927, 14.1061, -0.0005, -0.001, 0.0003
O, 1.6338, 3.9697, 20.0622, 0.0048, 0.0135, -0.0109
O, 5.9005, 5.7869, 14.9217, -0.0007, 0.0005, 0.0001
O, 7.3434, 8.9406, 15.698, -0.0021, 0.0002, -0.0011
O, 1.5124, 1.6735, 11.6035, -0.0002, -0.0007, -0.0046
O, 7.1879, 8.2928, 10.3664, 0.0013, -0.0059, 0.0032
O, 4.3181, 1.9713, 17.2919, 0.0001, -0.0019, 0.0023
O, 7.0377, 3.1642, 10.2836, -0.0033, -0.0032, -0.0022
O, 11.5454, 7.0027, 16.4346, 0.0009, -0.0008, 0.0007
O, 8.2912, 10.1346, 17.8515, 0.0001, -0.0019, 0.0044
O, 3.2718, 8.5369, 10.0984, -0.0017, -0.0002, -0.0049
O, 7.5767, 3.8314, 15.5283, 0.0004, -0.002, 0.0018
O, 3.1176, 4.2751, 17.8964, -0.002, -0.0014, 0.0049
O, 2.8988, 3.8858, 13.6851, 0.0009, 0.0015, -0.0034
O, 1.3377, 8.2039, 12.4392, -0.0013, 0.0018, -0.0016
O, 1.2024, 5.6786, 13.0652, 0.0014, -0.0009, -0.0007
O, 4.9768, 8.2965, 14.8673, -0.0013, -0.0006, 0.0005
O, 11.1784, 2.3905, 20.3407, 0.0003, -0.0012, 0.0027
O, 10.9799, 9.9893, 12.7574, 0.0033, -0.0006, -0.0004
O, 5.2962, 3.5715, 12.3696, -0.002, 0.0006, 0.0003
O, 5.0727, 3.1956, 14.9254, -0.0032, -0.0005, -0.0016
O, 6.493, 4.8013, 20.5519, 0.0008, -0.0008, 0.0001
O, 8.408, 1.555, 16.6435, 0.0014, 0.0061, -0.0073
O, 10.4125, 1.2395, 11.4516, 0.0001, -0.0007, -0.005
O, 10.8715, 6.6192, 11.6551, -0.0018, 0.0004, -0.0036
O, 3.3084, 8.6498, 19.8956, -0.0026, -0.0066, 0.008
O, 1.7128, 6.4403, 10.5178, -0.0027, -0.0034, 0.0002
O, 7.1794, 8.2273, 19.9935, 0.0054, -0.0041, -0.0028
O, 8.4949, 7.5872, 17.773, -0.0006, 0.003, -0.0067
O, 3.6704, 6.4269, 13.6145, -0.0019, -0.0015, -0.0004
O, 9.5568, 4.9652, 13.3401, 0.0003, 0.0007, -0.002
O, 5.5302, 10.0177, 20.8119, -0.0059, 0.0043, -0.0025
O, 10.3257, 7.3686, 14.1493, -0.0007, -0.0007, -0.0013
O, 8.7831, 6.185, 19.997, 0.0011, 0.0059, 0.0009
O, 7.0727, 5.7155, 10.6608, -0.0011, 0.0059, 0.0004
O, 5.273, 10.538, 16.3737, 0.0027, -0.0045, -0.0035
O, 9.0568, 1.153, 19.2521, -0.0059, -0.0079, -0.0042
O, 11.5787, 3.1603, 10.1782, 0.0048, -0.0054, 0.0034
O, 9.7558, 8.7099, 19.9025, -0.0036, -0.0021, -0.0007

Results
free energy: -144757.741 eV
free energy less fixed offsets of O -568.88, P -755.39, Si -635.61 eV per atom: -4.091 eV

The program warned: the cutoff lies below the one the program advises for these potential files; the forces do not sum to zero within the program's tolerance; the exchange-correlation potential is rough where the density is thin.
